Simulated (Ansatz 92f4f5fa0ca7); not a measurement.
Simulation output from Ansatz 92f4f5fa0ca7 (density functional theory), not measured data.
Periodic cell of 254 atoms, Si144O106N4, from a study of silicon, its oxide and their interface. The atomic structure is a simulated model.
This geometry differs little from another in the collection (a relaxation step or a small displacement).

Settings: functional r2SCAN; potential files Ansatz PAW; basis plane waves; wave-function cutoff 800 eV; density cutoff ratio 5; exchange-correlation grid ratio 1; k mesh 1 x 1 x 1, shifted by 0.5 0.5 0 of a step; self-consistency stop 1e-10 eV per atom in the density residual; occupations fixed; spin none; net charge 0.

Cell vectors (angstrom)
a, 10.887, 0, 0
b, 0, 10.887, 0
c, 0, 0, 36.231

Atoms: element, x, y, z (angstrom)
Si, 0.2535, -0.2987, 0.1776
Si, 2.9087, 2.4658, 0.0368
Si, -0.3564, 5.7011, 0.1149
Si, 2.4369, 8.4082, 0.2066
Si, 5.0926, 0.246, 0.1373
Si, 7.8726, 2.8528, -0.0192
Si, 5.7239, 5.1235, 0.0719
Si, 8.3706, 7.9548, -0.0268
Si, 1.3711, 1.3376, 1.4204
Si, 4.0758, 4.0401, 1.3446
Si, 1.2555, 6.8115, 1.4269
Si, 3.9996, 9.5668, 1.4923
Si, 6.7246, 1.3679, 1.3888
Si, 9.4168, 4.0557, 1.3522
Si, 6.8198, 6.7786, 1.3345
Si, 9.5051, 9.4631, 1.3961
Si, -0.0408, 2.7237, 2.6919
Si, 2.6815, 0.0288, 2.8712
Si, -0.0554, 8.153, 2.8352
Si, 2.6972, 5.4277, 2.6774
Si, 5.3993, 2.7263, 2.7854
Si, 8.1321, -0.0133, 2.6891
Si, 5.4339, 8.1428, 2.6971
Si, 8.1244, 5.4305, 2.7752
Si, 1.3424, 4.0761, 4.0548
Si, 4.0689, 1.3846, 4.1659
Si, 1.3114, 9.5303, 4.1649
Si, 4.0589, 6.787, 4.0583
Si, 6.753, 4.091, 4.1238
Si, 9.4955, 1.3502, 4.0644
Si, 6.7949, 9.5072, 4.0658
Si, 9.4945, 6.7691, 4.1482
Si, -0.041, 0.0177, 5.4905
Si, 2.6889, 2.7531, 5.4741
Si, 0.0091, 5.4236, 5.4567
Si, 2.7161, 8.1523, 5.4446
Si, 5.4501, -0.0074, 5.4399
Si, 8.1365, 2.7142, 5.4328
Si, 5.4073, 5.4529, 5.4731
Si, 8.1463, 8.1657, 5.4671
Si, 1.3412, 1.3879, 6.829
Si, 4.0575, 4.0944, 6.8425
Si, 1.3649, 6.7977, 6.8152
Si, 4.0781, 9.5356, 6.777
Si, 6.8044, 1.3411, 6.8091
Si, 9.5081, 4.0686, 6.7802
Si, 6.7848, 6.816, 6.8183
Si, 9.5148, 9.5119, 6.8453
Si, -0.0481, 2.7338, 8.1649
Si, 2.7306, 0.0061, 8.1461
Si, 0.0241, 8.1559, 8.1996
Si, 2.724, 5.4766, 8.1971
Si, 5.4325, 2.6958, 8.1641
Si, 8.1605, -0.005, 8.1854
Si, 5.4456, 8.2176, 8.1397
Si, 8.1903, 5.4576, 8.145
Si, 1.3064, 4.1129, 9.489
Si, 4.108, 1.3011, 9.5494
Si, 1.3818, 9.5648, 9.5346
Si, 4.0842, 6.9146, 9.499
Si, 6.8222, 4.0829, 9.4573
Si, 9.5207, 1.3445, 9.5404
Si, 6.8218, 9.5113, 9.541
Si, 9.5558, 6.7814, 9.568
Si, -0.0147, -0.0233, 10.9185
Si, 2.6197, 2.6692, 10.747
Si, 0.0448, 5.4514, 10.9772
Si, 2.7777, 8.2834, 10.9268
Si, 5.5079, -0.0569, 10.9633
Si, 8.1551, 2.7295, 10.8488
Si, 5.4986, 5.534, 10.7242
Si, 8.1971, 8.169, 10.9025
Si, 1.336, 1.3525, 12.2538
Si, 3.9634, 4.2072, 11.8064
Si, 1.4065, 6.9668, 12.276
Si, 4.1883, 9.5028, 12.4209
Si, 6.867, 1.3689, 12.2559
Si, 9.5513, 3.9802, 12.2536
Si, 6.8897, 6.7438, 12.2174
Si, 9.5275, 9.51, 12.3295
Si, -0.0182, 2.6545, 13.7223
Si, 2.7795, 0.1317, 13.6522
Si, 0.0265, 8.2283, 13.7871
Si, 2.814, 5.4813, 13.3804
Si, 5.2747, 2.9061, 13.1014
Si, 8.3464, 0.1034, 13.744
Si, 5.5935, 7.9577, 13.738
Si, 8.2847, 5.3938, 13.5881
Si, 1.323, 4.2567, 14.7025
Si, 3.6559, 2.1753, 14.6358
Si, 1.3618, 9.8017, 15.0705
Si, 4.4727, 6.1659, 14.9597
Si, 6.6321, 4.0595, 14.5542
Si, 10.1014, 1.102, 15.482
Si, 6.9067, 9.5548, 14.8962
Si, 9.9039, 6.4136, 15.0336
Si, -1.1516, 11.9475, 20.7872
Si, -19.2774, 19.286, 25.8263
Si, -18.9309, 1.0199, 22.3026
Si, 13.5667, 3.3823, 17.2357
Si, 5.6008, 26.1904, 17.3201
Si, 13.498, 29.3899, 17.0271
Si, 5.1035, 22.2659, 16.5224
Si, -14.1995, 24.6981, 20.6579
Si, -8.995, 5.9378, 24.3678
Si, -13.5771, 10.9362, 26.7732
Si, -1.5777, 20.3722, 22.3114
Si, 3.8741, 18.6265, 19.8037
Si, -1.1408, 12.2999, 34.1316
Si, 12.9408, 0.4656, 17.4147
Si, 25.605, 5.4353, 31.7771
Si, 15.2014, -3.848, 34.2604
Si, 6.3952, 5.0549, 30.3986
Si, -9.9451, 14.6596, 34.1775
Si, -1.7235, 26.991, 19.7396
Si, 12.0438, 4.7482, 31.2206
Si, 20.7479, 20.5198, 28.9075
Si, 4.3757, 21.4672, 24.6146
Si, 4.8569, 13.6073, 31.4074
Si, -3.9151, 13.7614, 26.4328
Si, -3.4983, 10.6666, 24.0251
Si, 1.9198, 9.9778, 28.2427
Si, 12.8394, 20.7655, 20.2204
Si, 4.2447, 23.6432, 26.9015
Si, -0.1154, 2.5786, 29.6906
Si, 11.4039, 16.4401, 17.417
Si, 28.1361, 11.2148, 31.6415
Si, -0.7833, 9.3554, 19.6283
Si, 2.7721, 5.4062, 21.4806
Si, 12.0609, 3.0172, 24.2092
Si, -6.6712, 22.2954, 29.617
Si, -2.4596, 29.9147, 26.88
Si, -4.4477, 9.315, 34.1193
Si, -6.0974, 24.8901, 21.5595
Si, 9.2805, 5.0403, 30.1806
Si, -21.9675, -2.8892, 24.6187
Si, 6.6225, 17.6925, 19.1139
Si, -2.3901, 19.0833, 17.1922
Si, 1.3332, 12.7702, 27.0177
Si, -1.6474, 11.2869, 31.1765
Si, -21.687, 3.8353, 21.6213
Si, -3.9198, 24.4361, 23.3644
Si, 7.4956, 2.1322, 16.7062
Si, 7.7051, 5.5089, 27.854
O, 23.0999, 4.4825, 32.7958
O, -8.3365, 19.6235, 27.4113
O, 4.0096, 1.3418, 35.7833
O, 17.3225, 16.388, 28.8512
O, -12.4964, 19.162, 28.2592
O, 5.2265, 16.8077, 31.1027
O, 0.3285, 4.9463, 35.0845
O, 5.3725, 13.8876, 26.6515
O, 5.7709, -0.4767, 35.0838
O, 9.4492, 0.5801, 32.7738
O, 5.609, 1.6076, 32.3289
O, -12.6947, -1.9802, 20.8113
O, -22.3057, 19.5056, 23.1711
O, 3.5407, -4.4652, 33.0008
O, 7.4075, 23.2068, 27.0569
O, 9.4742, 17.7058, 35.7406
O, -8.1871, 6.8214, 25.4728
N, 2.5555, 3.2722, 15.5158
O, -11.9424, 11.0305, 22.1378
O, 4.7697, 1.8898, 15.802
O, -23.2525, 10.8391, 27.8652
O, 7.3474, 13.916, 24.869
O, 8.0259, 20.1223, 16.0585
O, 7.3701, 13.6001, 15.1892
O, 9.1501, 6.9402, 16.4016
O, 3.8567, 1.8847, 30.4347
N, 11.1028, 5.2829, 15.7097
O, -0.7285, 5.4422, 18.4702
O, 3.4593, 28.2963, 16.1945
O, 1.8551, 11.0178, 21.3726
O, -5.4119, 18.3994, 20.0337
O, -0.1381, 24.4063, 33.8164
O, 3.5874, -2.8814, 18.2373
O, 11.1894, -8.4903, 28.147
O, 2.2713, 19.7604, 16.0787
O, -9.3022, 36.9913, 21.2317
O, -4.3392, 11.7682, 17.2159
O, -3.1745, 11.7592, 30.9247
O, 10.1599, 0.0984, 19.553
O, -4.0186, 14.2873, 17.5119
O, 16.41, 10.1683, 15.5481
O, -10.5411, 6.4714, 24.419
N, 5.5958, 4.9746, 15.6625
O, 0.669, 8.87, 20.1999
O, -8.3721, 17.0643, 22.8856
O, -1.4784, 18.9768, 25.5919
O, -5.0243, 16.4773, 18.3874
O, -4.9154, 2.9538, 20.4552
N, 0.7212, 0.2006, 16.1415
O, -20.1211, 26.2576, 17.8123
O, 18.8736, 17.2232, 19.8787
O, 13.85, 17.3886, 20.3131
O, 4.177, 3.7448, 17.74
O, 5.0641, -5.0727, 34.9874
O, -18.1253, 9.2394, 25.1005
O, -14.633, 29.6059, 17.9793
O, -18.0683, 12.8424, 21.3038
O, 7.5778, 6.7724, 26.8641
O, 0.7071, 2.2556, 25.5647
O, -0.0116, 3.5589, 23.227
O, -7.0497, 10.9534, 23.1421
O, 10.6242, 13.3038, 20.8938
O, 1.2054, 17.9079, 17.5698
O, 3.3312, 19.9702, 20.532
O, -2.9887, -1.4214, 23.0902
O, 9.0844, 23.4254, 16.7127
O, 4.1527, 15.4672, 21.4796
O, 8.1868, 12.3312, 20.4843
O, -1.5507, -1.0584, 30.4417
O, 11.9177, 8.8375, 25.2729
O, 18.7852, 5.2843, 31.018
O, 19.9549, 27.4617, 28.7169
O, -6.7989, 33.6076, 25.5884
O, 5.9563, 10.2747, 24.6362
O, -3.4202, 9.4663, 26.8896
O, -5.517, 10.6471, 30.4742
O, 9.6182, 19.6654, 18.206
O, -8.846, 12.8591, 23.3324
O, 16.2957, 13.8672, 23.0597
O, 12.4659, 11.176, 27.1958
O, -14.5805, 33.7506, 23.1233
O, -8.7859, 23.7832, 17.8628
O, 11.4562, 9.5209, 28.9686
O, 16.8696, 14.3782, 30.518
O, -13.934, 14.2982, 22.2101
O, 5.3993, 19.0183, 33.7949
O, 20.9086, 5.0521, 21.1089
O, 10.6497, -5.3364, 30.8979
O, 21.3187, 1.1907, 30.4193
O, -9.7879, 14.2268, 30.4326
O, 20.3172, 3.4523, 29.897
O, 23.6082, 10.4744, 18.7287
O, 4.0578, 25.6423, 32.2191
O, -8.0813, 13.4514, 27.1883
O, 14.5373, 21.8568, 17.1126
O, 18.6497, 36.7479, 27.1157
O, 4.7192, 33.5979, 28.1389
O, -19.786, 4.3499, 24.6774
O, 14.0804, 7.7236, 35.1764
O, 8.3622, 25.6017, 19.5945
O, -0.4445, 11.235, 35.0994
O, 7.75, 8.679, 34.8523
O, 6.758, 10.074, 32.7199
O, -9.5273, 20.3914, 35.8557
O, 2.2167, 3.1096, 34.9252
O, 13.4117, 38.1826, 30.8026
O, 8.4449, 2.066, 34.8725
O, 6.7969, 4.0066, 35.7308
O, 2.9241, 10.4651, 29.4169
O, -13.2617, 10.9911, 25.173

Results
free energy: -154111.874 eV
free energy less fixed offsets of N -386.36, O -570.45, Si -639.56 eV per atom: -2.094 eV

Forces (eV/angstrom), in the order of the atoms: element, x, y, z
Si, -0.01, 0.0079, -0.0652
Si, -0.013, 0.0085, -0.0601
Si, 0.0038, -0.0064, -0.0571
Si, 0.0032, -0.0039, -0.057
Si, -0.0006, -0.0073, -0.0533
Si, 0.0057, -0.0099, -0.0643
Si, -0.0093, 0.0038, -0.0612
Si, -0.0089, 0.0092, -0.0643
Si, 0.0019, -0.0038, 0.0107
Si, 0.0004, -0.003, 0.0083
Si, -0.0039, 0.0023, 0.0062
Si, -0.0042, 0.0045, 0.0096
Si, -0.0045, 0.004, 0.0107
Si, -0.0073, 0.0028, 0.0098
Si, 0.0028, -0.0022, 0.0099
Si, -0.0005, -0.0008, 0.0099
Si, -0.0008, 0.0014, -0.0012
Si, 0.0006, -0.0008, -0.001
Si, -0.0016, 0.0017, -0.0007
Si, -0.001, -0.0005, -0.0026
Si, 0.0001, 0.0017, -0.0018
Si, -0.0012, 0.0003, -0.0026
Si, -0.0015, -0.0009, -0.002
Si, -0.0012, 0.0007, -0.0009
Si, -0.002, 0, -0.0011
Si, -0.0025, 0.0004, 0.0002
Si, 0.0014, 0.0008, 0.0002
Si, -0.0016, 0.0025, -0.0008
Si, 0.0029, 0.0018, -0.0007
Si, -0.0008, 0.0026, -0.001
Si, -0.0023, -0.0009, -0.0011
Si, -0.0021, -0.0007, -0.0002
Si, 0.0002, -0.0016, -0.0023
Si, 0.0012, -0.0013, -0.0026
Si, -0.0022, 0.0017, -0.0011
Si, -0.0044, 0.0013, -0.0019
Si, -0.0023, 0.0027, -0.0013
Si, -0.0037, 0.0016, -0.0021
Si, 0.0009, -0.0008, -0.0022
Si, 0.001, 0.0007, -0.0033
Si, -0.0018, -0.0001, -0.0019
Si, -0.0002, 0.0009, -0.0012
Si, -0.003, 0.0012, -0.0028
Si, -0.0027, 0.0008, -0.0025
Si, -0.0022, 0.0004, -0.002
Si, -0.001, 0.0018, -0.0025
Si, -0.0018, 0.0001, -0.0021
Si, -0.0022, 0.0008, -0.0021
Si, -0.0008, 0.0012, -0.0018
Si, -0.0015, -0.0005, -0.0011
Si, -0.0007, 0.0004, -0.0019
Si, -0.002, -0.0005, -0.0025
Si, -0.0011, 0.0001, -0.0019
Si, -0.0022, 0.0007, -0.0012
Si, -0.0008, -0.0002, -0.0014
Si, 0, 0.0002, -0.0021
Si, -0.0025, 0.0011, -0.0029
Si, -0.0012, 0.0002, -0.0024
Si, -0.0024, -0.0017, -0.0008
Si, -0.001, 0.0001, -0.0012
Si, -0.0008, 0.0007, -0.0045
Si, -0.0017, -0.0002, -0.002
Si, -0.0015, 0.0001, -0.0007
Si, 0.0007, 0.0002, -0.0034
Si, -0.0006, 0.0005, -0.0016
Si, -0.0009, 0.0035, 0.0036
Si, -0.0003, 0.0002, 0.0007
Si, -0.0021, 0.0006, -0.0007
Si, -0.0015, -0.0036, 0.0005
Si, 0.0019, 0.0033, 0.0026
Si, 0.0013, 0.0002, 0.0008
Si, -0.0004, 0.0013, 0.0005
Si, -0.0006, -0.0025, -0.0017
Si, -0.0053, -0.0014, 0.0012
Si, 0.0005, 0.0002, 0.0037
Si, -0.0001, -0.001, 0.0014
Si, -0.0032, 0.0037, -0.0006
Si, -0.0009, -0.001, -0.0008
Si, -0.0009, -0.0028, 0.0012
Si, -0.0013, -0.0026, -0.0016
Si, 0.0016, -0.001, 0.0011
Si, -0.0024, -0.0032, 0.0014
Si, -0.0008, 0.0023, 0.0012
Si, -0.0015, -0.0076, 0.0082
Si, 0.0038, -0.0023, 0.0059
Si, 0.0088, 0.0061, -0.0023
Si, -0.0061, 0.0018, -0.0013
Si, -0.0005, 0.0023, 0.0054
Si, -0.0146, 0.0001, -0.0243
Si, -0.0048, -0.0016, -0.0214
Si, -0.0098, -0.0023, -0.0103
Si, -0.0019, 0.0041, -0.0164
Si, 0.0075, 0.012, -0.0171
Si, -0.0149, 0.003, -0.0101
Si, 0.0044, -0.0063, -0.0022
Si, -0.0067, 0.0036, -0.0218
Si, -0.0059, 0.0078, 0.0319
Si, 0.0006, 0.0104, 0.0353
Si, 0.0053, 0.0124, 0.0458
Si, 0.0001, 0.0043, 0.011
Si, 0.0016, -0.0031, 0.0037
Si, -0.0072, -0.0006, -0.0101
Si, 0.0103, -0.0091, -0.015
Si, -0.001, -0.018, 0.0288
Si, -0.0135, 0.0093, 0.046
Si, 0.0099, -0.003, 0.0452
Si, -0.0064, -0.0035, 0.0638
Si, -0.0023, -0.0075, 0.0243
Si, 0.0041, -0.0101, -0.1117
Si, -0.0077, 0.0059, -0.012
Si, 0.0034, -0.0079, -0.0373
Si, -0.0028, -0.0025, -0.0993
Si, 0.0013, 0.0028, -0.0059
Si, 0.0026, -0.0065, -0.1064
Si, -0.0097, -0.0062, 0.0261
Si, -0.0012, -0.0023, -0.0322
Si, -0.0082, -0.0054, 0.0188
Si, 0.0028, -0.0038, 0.0583
Si, 0.0058, 0.0098, -0.0155
Si, 0.0057, 0.0097, 0.0479
Si, -0.0025, 0.0009, 0.0523
Si, 0.003, -0.0004, 0.0309
Si, -0.0039, -0.0075, 0.032
Si, 0.0061, 0.0035, 0.033
Si, 0.0017, 0.015, 0.0003
Si, 0.0029, 0.0082, -0.0083
Si, -0.0101, 0.001, -0.0237
Si, -0.0009, 0.0245, 0.0257
Si, 0.0014, -0.0192, 0.0428
Si, 0.0052, -0.0044, 0.053
Si, 0.0045, -0.0014, 0.0155
Si, 0.0083, -0.0105, 0.0355
Si, 0.0041, -0.0088, -0.1169
Si, -0.014, -0.0031, 0.0361
Si, 0.0009, 0.0035, -0.0013
Si, -0.0059, -0.0105, 0.0599
Si, 0.003, -0.0007, 0.0105
Si, 0.0027, 0.0085, -0.0172
Si, -0.0099, 0.0046, 0.0494
Si, 0.0091, -0.0079, -0.0217
Si, 0.0125, -0.0111, 0.0305
Si, 0.0023, -0.0121, 0.0579
Si, 0.0016, -0.0014, -0.0032
Si, -0.0096, -0.0013, 0.0396
O, -0.0075, -0.0176, 0.0417
O, 0.0033, -0.0087, -0.0253
O, -0.0006, 0.0025, 0.0328
O, 0.015, -0.0005, -0.0129
O, -0.0045, 0.0023, -0.0229
O, -0.0018, -0.0007, 0.0103
O, -0.0279, 0.0458, 0.069
O, -0.0016, -0.002, -0.0138
O, -0.031, 0.0515, 0.0697
O, 0.0099, 0.0194, 0.0615
O, 0.0082, -0.0056, 0.015
O, -0.0009, -0.008, -0.0317
O, -0.01, 0.0122, -0.0382
O, 0.0167, 0.0088, 0.0417
O, 0.0021, 0.0014, -0.0201
O, -0.0016, -0.0002, 0.0333
O, -0.0019, -0.0039, -0.0172
N, 0.0059, -0.0027, 0.0157
O, 0.0023, 0.0039, -0.0242
O, 0.0042, -0.0033, 0.0173
O, -0.0093, 0.0026, -0.0149
O, 0.001, -0.001, -0.0383
O, 0.0036, -0.0077, 0.0156
O, 0.0032, -0.0094, 0.0123
O, -0.0054, 0.0055, 0.0124
O, -0.0059, 0.0014, -0.0072
N, 0.0108, -0.0081, 0.0141
O, -0.0035, -0.0023, -0.0016
O, -0.0068, 0.0044, 0.017
O, -0.0092, -0.0136, -0.0311
O, 0.0044, -0.0036, -0.0085
O, -0.0022, 0.0008, 0.0175
O, -0.0013, 0.0009, -0.0043
O, 0.0087, -0.005, -0.0179
O, 0.0085, -0.0078, 0.0119
O, 0.0024, 0.0019, -0.0162
O, -0.0022, 0.0033, 0.0004
O, -0.0118, 0.0008, 0.0061
O, 0.0033, 0.0019, -0.0152
O, -0.0047, 0, -0.0048
O, -0.0095, 0.0046, 0.0159
O, 0.0127, 0.0002, -0.0211
N, -0.0021, -0.0002, 0.0102
O, 0.0102, 0.0044, -0.0119
O, 0.0081, -0.0006, -0.0331
O, 0.0225, -0.0022, -0.0297
O, -0.0024, 0.0011, -0.0015
O, 0.0111, -0.0013, -0.0242
N, 0.0216, 0.0037, 0.0129
O, 0.0006, -0.0027, -0.0009
O, -0.0005, -0.0027, -0.0073
O, 0.0098, 0.0167, -0.0246
O, -0.0016, -0.0011, 0.0077
O, 0.0182, -0.0277, 0.0662
O, -0.0028, 0.0128, -0.0217
O, -0.0077, -0.0015, 0.0062
O, -0.0022, -0.0014, -0.012
O, 0.0032, 0.0039, -0.0116
O, 0.0043, 0.0022, -0.0268
O, -0.0089, 0.0036, -0.0168
O, -0.0086, 0.0046, -0.0275
O, -0.0042, 0.0025, -0.0073
O, 0.0052, -0.0029, 0.0021
O, 0.0028, -0.0023, -0.0119
O, 0.0061, -0.0054, -0.0294
O, 0.004, 0.0006, 0.0059
O, -0.0109, 0.0063, -0.0068
O, 0.0043, 0.0116, -0.022
O, 0.0014, 0.0128, -0.0044
O, -0.0035, -0.0043, -0.0184
O, 0.0008, 0.005, 0.0068
O, -0.0042, 0.0002, -0.008
O, 0.0014, -0.0246, -0.0369
O, -0.008, 0.0067, -0.0145
O, -0.0059, 0.0066, -0.0136
O, 0.0068, 0.0066, 0.0081
O, -0.0039, -0.0041, -0.0121
O, 0.0039, -0.0028, -0.0153
O, 0.002, 0.0055, -0.0164
O, -0.0024, -0.0028, -0.0141
O, -0.0039, 0.0152, -0.0155
O, -0.0028, -0.0101, 0.0032
O, 0.0168, 0.0006, -0.0036
O, 0.0066, -0.002, 0.0081
O, 0.0095, 0.003, -0.0297
O, -0.0015, -0.0023, 0.0297
O, -0.0035, 0.006, -0.0146
O, -0.0009, -0.004, 0.0025
O, -0.0018, -0.0083, 0.0006
O, -0.0037, -0.0005, 0.0006
O, -0.0017, 0.0002, 0
O, -0.0053, -0.001, -0.0011
O, 0.0051, -0.0025, 0.0123
O, -0.0004, 0.0057, -0.0111
O, -0.0017, 0.0004, -0.0001
O, -0.0086, -0.0153, -0.0192
O, -0.0039, 0.0014, -0.0232
O, 0.0026, 0.0002, -0.0176
O, -0.0368, 0.021, 0.0706
O, 0.0039, 0.0096, -0.0139
O, 0.0261, -0.0312, 0.0782
O, 0.0266, -0.0216, 0.0678
O, 0, -0.022, 0.0376
O, 0.0018, -0.0006, 0.0339
O, 0.0294, -0.0193, 0.0665
O, 0.0021, -0.0016, 0.0077
O, -0.0322, 0.0265, 0.0691
O, 0.0008, -0.0031, 0.0284
O, -0.0052, -0.0048, -0.0115
O, -0.001, -0.0009, -0.0312

The program warned: the cutoff lies below the one the program advises for these potential files; the forces do not sum to zero within the program's tolerance; empty levels may hold ghost states of the PAW files; the exchange-correlation potential is rough where the density is thin.
